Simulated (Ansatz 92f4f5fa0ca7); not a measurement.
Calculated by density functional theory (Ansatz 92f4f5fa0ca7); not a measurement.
Periodic cell of 220 atoms, Si132O88, from a study of silicon, its oxide and their interface. The atomic structure is a simulated model.
This geometry differs little from another in the collection (a relaxation step or a small displacement).

Settings
functional: r2SCAN
potential files: Ansatz PAW
basis: plane waves
wave-function cutoff: 800 eV
density cutoff ratio: 5
exchange-correlation grid ratio: 1
k mesh: 1 x 1 x 1, shifted by 0.5 0.5 0 of a step
self-consistency stop: 1e-10 eV per atom in the density residual
occupations: fixed
spin: none
net charge: 0

Cell vectors (angstrom)
a	10.88	0	0
b	0	10.88	0
c	0	0	31.9998

Atoms and the computed forces on them: element, x, y, z (angstrom), force x, y, z (eV/angstrom)
Si	0.1602	-0.9553	-0.3694	-0.0091	0.0254	-0.0238
Si	2.7407	2.4138	0.011	-0.0064	-0.0081	0.0266
Si	1.0249	3.214	-1.327	-0.003	0.0052	0.0188
Si	2.0785	7.6538	-0.1001	-0.0009	0.0191	-0.0186
Si	4.6611	0.0819	-0.2555	-0.0063	-0.012	-0.0059
Si	8.4627	4.1433	0.4916	0.0473	-0.0027	0.0275
Si	4.7947	6.2267	-0.6826	-0.0166	0.0272	0.0036
Si	7.8954	8.1075	-0.192	-0.0013	-0.0228	0.0209
Si	1.5456	1.2159	1.5503	-0.0472	0.0502	-0.0319
Si	3.9382	3.9908	1.1806	-0.0124	0.0069	-0.0091
Si	0.9141	6.217	1.2719	0.013	-0.0057	0.0028
Si	3.8855	9.6313	1.5121	-0.1286	0.1145	-0.0094
Si	6.9035	1.5213	1.3471	0.0169	0.024	0.0078
Si	10.766	4.1397	0.6247	-0.0223	-0.0178	-0.0472
Si	6.3425	6.9474	1.0527	-0.0172	0.0013	0.0081
Si	9.3586	9.3497	1.1215	-0.0164	-0.006	-0.0134
Si	0.1204	2.7305	2.5385	0.0331	-0.0083	0.0203
Si	2.7362	-0.0029	3.0352	0.0225	-0.0284	-0.0123
Si	-0.1779	7.9533	2.5115	-0.0223	-0.0011	0.0119
Si	2.6942	5.4069	2.5906	-0.0045	0.0087	-0.0059
Si	5.3523	2.7272	2.6258	-0.0074	-0.0065	-0.0045
Si	8.2489	0.0253	2.5309	0.0003	-0.004	0.0015
Si	5.393	8.3163	2.6438	0.0257	-0.0468	0.0127
Si	7.7514	5.4705	2.3456	0.0007	-0.0092	-0.0173
Si	1.4381	4.016	3.9967	-0.0169	-0.0094	0.0043
Si	4.1395	1.4094	4.152	-0.0105	0.0134	-0.0028
Si	1.21	9.363	3.9548	0.0148	0.0009	0.0002
Si	4.0307	6.8473	3.9121	0.0019	0.0109	-0.002
Si	6.689	4.1029	3.9336	-0.0031	0.0117	-0.0007
Si	9.5341	1.431	3.8795	0.0059	0.0088	-0.0023
Si	6.8699	9.5823	3.9395	0.0041	0.003	-0.0044
Si	9.3196	6.6612	3.8314	0.003	0.0096	-0.0021
Si	-0.046	-0.0058	5.2514	-0.0103	0.0022	-0.0068
Si	2.7296	2.7187	5.4416	0.0113	0.0054	0.006
Si	-0.055	5.3825	5.2218	0.0141	0.0111	0.009
Si	2.6532	8.1067	5.3172	-0.0071	-0.0082	-0.0053
Si	5.518	-0.0018	5.3756	0.0005	-0.0033	0.0031
Si	8.1291	2.7424	5.2503	0.0062	-0.0111	-0.002
Si	5.3754	5.4737	5.292	0.0035	-0.0011	0.0047
Si	8.1499	8.1325	5.2677	-0.0007	-0.004	0.0043
Si	1.3395	1.2815	6.6603	0.0004	0.0102	0.0013
Si	4.0891	4.1086	6.7157	0.0013	0.001	0.0073
Si	1.3142	6.7351	6.6551	-0.0067	0.0001	0.0063
Si	4.0747	9.4831	6.623	0	0.0029	0.0035
Si	6.8546	1.3792	6.7025	0.0059	-0.0026	0.0075
Si	9.5221	4.0382	6.6296	0.0005	0.0085	0.0048
Si	6.7794	6.8097	6.6207	0.0033	0.0002	-0.0002
Si	9.5115	9.5184	6.6405	-0.0001	0.0036	0.0016
Si	-0.0071	2.6615	8.0023	0.0031	-0.0083	0.0005
Si	2.7221	-0.0615	7.9915	0.0003	-0.005	0.003
Si	0.0258	8.1791	7.9959	-0.001	-0.0037	-0.0065
Si	2.7099	5.4165	8.0592	0.0009	0.0049	-0.0033
Si	5.4768	2.7451	8.0342	-0.0012	0.0046	-0.0047
Si	8.192	-0.0099	8.0574	-0.0016	-0.0009	-0.0124
Si	5.4444	8.1486	7.9936	-0.0033	0.0043	0.0004
Si	8.1887	5.4675	7.9439	-0.0046	-0.0018	-0.0005
Si	1.3729	3.9923	9.3679	0.0038	-0.0089	-0.0001
Si	4.0886	1.3095	9.2926	0.0003	-0.0015	-0.0025
Si	1.4211	9.4628	9.4127	0.0073	-0.002	-0.0028
Si	4.1224	6.7922	9.3675	0.0013	-0.0099	0
Si	6.8504	4.1533	9.3368	0.0008	0.0068	-0.0069
Si	9.553	1.341	9.4364	-0.0056	0.0137	-0.0146
Si	6.8181	9.4811	9.3683	0.0098	-0.0038	0.0006
Si	9.5415	6.821	9.3208	0.0099	0.0039	0.0031
Si	0.0722	-0.0408	10.7705	0.0117	-0.0014	0.0049
Si	2.7788	2.6236	10.7058	-0.0063	-0.0104	-0.0024
Si	0.0338	5.439	10.6337	-0.0095	0.0158	0.0019
Si	2.8011	8.079	10.7796	-0.0033	0.0045	0.0105
Si	5.4094	-0.0537	10.6589	-0.011	0.0032	-0.0033
Si	8.1861	2.8248	10.6988	-0.0143	-0.013	0.0006
Si	5.5413	5.5087	10.7481	0.0017	0.0147	0.0006
Si	8.1944	8.1272	10.7461	-0.0076	-0.0157	-0.0118
Si	1.4507	1.296	12.1445	0.0114	-0.0022	-0.0044
Si	4.2108	4.0184	11.9361	-0.0036	-0.0252	0.0089
Si	1.5462	6.5259	12.0492	0.0002	-0.0054	0.0069
Si	4.1867	9.4294	12.1249	0.0117	-0.0122	0.012
Si	6.7045	1.4441	11.8783	0.0057	0.013	0.0099
Si	9.559	4.2235	12.0569	0.0327	0.0017	0.0072
Si	6.919	6.8001	12.2408	0.0063	0.0127	0.0116
Si	9.5345	9.5006	12.0922	-0.0077	-0.0207	-0.0528
Si	0.0955	2.8635	13.2698	-0.0013	0.0143	0.0013
Si	2.7601	-0.1938	13.4737	-0.013	-0.0261	0.0132
Si	0.5441	7.564	13.8253	0.0858	-0.0344	0.0302
Si	2.8208	5.0733	13.4291	0.0259	0.0616	0.0206
Si	5.5623	2.8317	13.3848	-0.0254	-0.0081	-0.008
Si	8.1673	0.2033	13.0953	-0.0158	0.0173	0.0093
Si	5.7095	8.2907	13.6028	-0.002	0.0093	-0.0057
Si	8.3413	5.5149	13.6578	-0.0286	0.0069	0.0042
Si	1.315	4.0001	14.8952	-0.027	0.0035	0.0145
Si	4.1382	0.8015	15.0323	-0.01	-0.0168	-0.0059
Si	1.9422	9.0251	14.9546	0.0034	-0.027	-0.0489
Si	4.4023	7.2161	15.2384	-0.0192	-0.0166	-0.0368
Si	7.2122	3.7905	14.7135	0.0143	0.0054	0.0102
Si	9.3816	1.674	14.3771	0.0121	-0.0011	-0.0191
Si	6.8157	10.0923	14.641	0.0186	0.0012	-0.018
Si	11.3069	6.0189	15.7484	0.0697	0.0255	-0.0109
Si	6.533	8.8421	18.7767	-0.0042	0.0143	-0.0049
Si	-2.646	-1.5213	16.311	-0.0272	0.0236	0.0023
Si	1.4448	6.5942	18.7388	0.0085	0.0042	0.0012
Si	2.1318	1.7672	17.123	0.0103	-0.0067	0.0023
Si	-0.495	-4.9228	24.8518	0.0002	-0.002	0.0066
Si	5.6199	5.0913	17.1786	-0.0059	0.005	-0.0031
Si	7.2515	-12.1617	24.2843	0.004	0.0028	0.0042
Si	-0.066	10.77	16.5845	0.0041	-0.0093	0.007
Si	7.8159	-4.6788	18.8171	-0.0101	-0.0059	-0.0051
Si	3.8952	7.8488	19.8646	0.0003	0.0004	-0.0036
Si	5.8005	-2.2563	26.8017	-0.0029	0.0042	0.009
Si	10.1392	0.6357	26.9779	-0.0105	0.0061	0.0131
Si	3.2493	5.1267	20.4483	-0.0037	-0.002	-0.0031
Si	10.0644	-0.7414	24.4777	0.0017	0.0038	0.0144
Si	5.3696	0.5961	22.6929	0.0041	0.01	0.0047
Si	-0.8513	6.0369	20.7292	0.0018	-0.0008	-0.0012
Si	-1.7733	6.4701	15.8451	-0.0326	-0.0038	0.0163
Si	12.6651	10.6842	23.5249	-0.0005	0.0038	0.0182
Si	9.0297	7.6581	23.2031	-0.0004	-0.002	0.013
Si	4.2087	13.8708	18.8317	0.0083	-0.0035	-0.0069
Si	4.9127	2.5561	24.9658	0.0025	0.0138	-0.0018
Si	2.48	4.0338	25.1254	0.0007	-0.0083	-0.0008
Si	-7.1666	-0.5593	21.4895	-0.0036	-0.007	-0.0122
Si	1.1642	5.0436	22.688	0.0094	-0.0017	0.0087
Si	1.5053	6.5798	26.7946	-0.0016	0.0071	0.0125
Si	2.8504	9.3129	25.963	0.0022	0.0012	0.0128
Si	5.6482	0.6516	19.8759	-0.0038	0.0116	-0.0069
Si	11.4265	4.7676	28.9069	0.0138	-0.0217	0.0214
Si	7.9735	12.079	28.7934	0.0197	0.006	0.0153
Si	-0.1834	1.4038	29.6763	-0.0135	0.0144	-0.0036
Si	3.0348	1.3692	25.6923	-0.0095	-0.0082	0.0064
Si	20.7627	-7.3531	26.4617	-0.0109	-0.0085	0.0092
Si	-4.0069	14.2903	27.1529	0.0008	0.0044	-0.0017
Si	6.3025	9.8191	29.6845	-0.0087	0.0047	0.0153
Si	6.2117	6.0373	28.4465	0.0092	-0.0041	0.0106
Si	8.7022	5.869	30.1145	0.0033	0.0057	0.007
O	-0.3355	-0.05	-1.6095	-0.0046	-0.0208	0.031
O	1.0293	0.0193	0.5596	0.0737	-0.0438	0.0231
O	4.6236	4.6981	-0.1605	0.0128	0.0024	-0.0087
O	-0.0128	6.7081	-5.795	0.0023	-0.004	-0.0051
O	-0.7378	5.454	-2.4145	-0.0029	-0.013	0.001
O	-6.8136	3.9459	-7.2183	0.0069	-0.0039	-0.0017
O	1.0983	8.6854	-0.9294	-0.0127	0.0045	0.0061
O	3.3536	6.9972	-0.879	0.0197	-0.02	-0.0054
O	3.7615	1.3474	-0.7211	0.0015	-0.002	-0.0308
O	6.2789	2.8823	-6.2447	-0.0033	0.0011	0.0029
O	5.8003	-3.7878	-4.7001	-0.0023	-0.0033	-0.0017
O	2.7194	8.5642	1.0722	0.0555	-0.0624	0.0067
O	7.7672	6.2269	-3.1454	-0.0045	0.001	-0.0059
O	7.9661	4.7364	-0.9681	-0.0064	0.005	-0.0022
O	8.9945	7.1212	-0.904	0.0095	-0.0021	-0.0032
O	7.8434	13.5126	0.5883	0	-0.0003	-0.0156
O	3.7586	5.9962	14.405	-0.0075	-0.0225	-0.0094
O	-5.3152	0.0685	15.3146	-0.007	0.0147	-0.0105
O	6.6303	10.3641	19.3248	-0.004	-0.0069	-0.0035
O	-0.5545	0.7709	15.3378	-0.0111	0.0054	0.0023
O	3.2492	8.3019	15.6629	-0.004	-0.0054	0.0116
O	2.4497	7.8195	19.1144	-0.006	-0.0007	0.0015
O	1.1789	17.4012	17.1471	-0.0243	-0.018	-0.0166
O	6.4502	5.391	18.5376	0.0153	0.0055	-0.0031
O	8.3199	2.6486	15.1856	0.0102	-0.001	-0.0034
O	6.5406	4.3533	16.0844	-0.0039	-0.0026	-0.0129
O	8.5133	-4.652	17.3482	0.0023	-0.0007	-0.0019
O	11.8285	-1.2804	16.1227	0.0017	0.0054	0.0103
O	3.2781	11.7395	16.4075	-0.008	0.0149	0.0066
O	5.4765	12.8404	18.9326	-0.004	0.0032	0.0077
O	15.3572	13.1862	14.527	0.0139	0.0049	0.0001
O	8.9379	8.0743	15.6213	0.0102	-0.0291	-0.0011
O	-0.6225	8.6091	13.2672	-0.0334	0.0348	0.0365
O	5.0439	6.4871	16.5575	0.0137	-0.0126	0.0025
O	4.4643	4.0644	17.6416	0.0007	0.0052	0.0007
O	-3.8523	-2.0075	17.2593	0.0048	-0.0035	0.0048
O	-1.4542	10.1285	17.1642	0.0007	-0.0005	0.0071
O	0.8118	11.7708	17.516	0.0005	0.0164	0.0091
O	2.792	2.2935	18.4899	-0.001	0	-0.005
O	1.7503	2.9823	16.1141	0.0069	0.0098	-0.0097
O	3.8917	-2.1572	21.2284	0.0018	-0.001	-0.002
O	9.9921	1.9702	26.068	-0.0012	0.0094	-0.0017
O	10.1368	-2.2353	23.8782	-0.0006	-0.0016	-0.0067
O	2.1577	5.2227	19.2406	-0.0024	0.0029	-0.0065
O	4.4284	8.979	26.0335	0.0003	0.0021	-0.0016
O	10.8381	-5.9942	21.577	-0.0021	-0.0021	-0.0058
O	4.9888	-2.4673	18.8341	-0.0045	0.0015	0.0064
O	4.2966	6.3408	20.2826	0.0064	0.0013	-0.0007
O	2.5081	5.3664	21.8602	-0.002	0.0076	0.0013
O	-1.9223	-4.4487	24.264	-0.0043	0.0015	0.0008
O	0.0921	-4.122	19.6187	-0.0061	0.0029	0.0039
O	8.6823	0.3179	27.6239	0.0016	0.0012	-0.0047
O	8.5218	10.6111	24.3963	-0.0043	0.0022	-0.0022
O	-0.6358	4.3813	25.1549	-0.0009	0.0028	-0.0107
O	7.4712	-3.1987	19.4381	0.0019	-0.0081	0.0031
O	11.4994	-4.6714	23.6823	0.0039	0.0003	-0.0021
O	8.7634	-5.4335	19.897	-0.0025	-0.001	0.0028
O	5.2635	1.9988	23.4882	-0.0012	-0.0021	0.0004
O	4.0176	3.7183	20.2781	-0.001	-0.0006	0.0056
O	6.9672	-1.9554	25.7252	-0.0047	0.0022	-0.0061
O	2.1489	8.0724	26.7554	-0.0008	-0.0037	-0.0013
O	9.4697	-3.7083	21.7422	0.0018	0.002	-0.0058
O	4.103	0.1281	20.0552	-0.0051	-0.0033	0.0025
O	13.1361	5.4513	25.8839	0.0031	-0.0021	-0.0015
O	16.9134	-1.3702	28.1319	-0.0009	-0.0044	-0.0082
O	11.1902	11.8493	28.1678	-0.0003	-0.0055	0.0004
O	12.3597	5.9791	28.3145	0.0008	0.0059	-0.0078
O	-3.2618	8.4435	23.195	0.0011	-0.0024	-0.0082
O	19.2684	3.9121	26.9367	0.0004	-0.0035	-0.003
O	2.5898	1.0507	24.1452	-0.025	-0.0195	-0.0011
O	1.6239	3.8875	23.7362	0.0013	-0.0023	-0.0024
O	6.0016	-0.4496	23.7573	-0.0018	0.0077	-0.0002
O	2.726	-0.0132	26.5363	-0.0007	-0.0083	-0.0075
O	4.8778	-0.7992	30.3975	0.0048	-0.0004	-0.0102
O	5.9758	-6.2939	27.784	0.0013	-0.0013	0.0014
O	5.348	6.1991	29.7962	0.0011	-0.0029	0.0017
O	0.2054	0.1178	23.5826	0.0013	0.0006	-0.0122
O	2.2458	-1.4879	24.442	0.0014	0.0094	-0.0103
O	2.1788	10.5161	21.972	-0.0065	-0.0044	0.0047
O	2.1576	2.7213	26.0787	0.009	-0.0037	-0.001
O	-4.6372	11.8588	21.3574	0.0028	-0.0045	0.0023
O	7.2419	0.2316	29.8183	-0.0023	-0.0011	0.0029
O	17.9485	8.6761	30.514	0.0127	0.0009	0.0082
O	6.8613	13.071	28.2047	-0.0087	-0.0007	0.0021
O	9.1714	12.8939	29.5336	0.0023	0.0095	-0.0128
O	-0.3181	10.2773	26.0271	-0.0007	0.0006	-0.0077
O	6.1101	0.6319	32.2389	0.0009	-0.0248	0.0128
O	10.9172	3.8857	27.6479	-0.0072	0.0017	-0.0111

Results
free energy: -134613.354 eV
free energy less fixed offsets of O -570.45, Si -639.56 eV per atom: 8.166 eV

The program warned: the cutoff lies below the one the program advises for these potential files; the forces do not sum to zero within the program's tolerance; empty levels may hold ghost states of the PAW files; the exchange-correlation potential is rough where the density is thin.
